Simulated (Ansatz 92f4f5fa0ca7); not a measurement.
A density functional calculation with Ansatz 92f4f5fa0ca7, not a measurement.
Periodic cell of 222 atoms, Si134O80N8, from a study of silicon, its oxide and their interface. The atomic structure is a simulated model.
Doubt: the cutoff is far below the 930 eV that the study's wrapper takes by default for these files, so forces and energies are approximate.

Settings: functional PBE; potential files Ansatz PAW; basis plane waves; wave-function cutoff 580 eV; density cutoff ratio 5; exchange-correlation grid ratio 1; k mesh 1 x 1 x 1, Gamma-centred; self-consistency stop 5e-08 eV per atom in the density residual; occupations fixed; spin none; net charge 0.

Cell vectors (angstrom)
a  10.938  0  0
b  0  10.938  0
c  0  0  31.6063

Atoms: element, x, y, z (angstrom)
Si  0.2895  -0.4176  24.07
Si  4.7757  0.5601  23.9192
Si  2.7186  2.6519  24.5599
Si  7.8579  2.8625  23.9189
Si  0.4605  4.9869  23.9449
Si  5.6364  5.1063  24.4223
Si  2.7479  8.4859  24.0195
Si  8.3167  8.7361  23.761
Si  1.2655  1.2206  25.5804
Si  6.7503  1.2937  25.3209
Si  4.189  3.9528  25.8283
Si  9.555  4.0706  25.2486
Si  1.4864  6.7578  25.2879
Si  6.8871  7.0055  25.2338
Si  4.0356  9.7702  25.5051
Si  9.7378  9.4221  25.5119
Si  2.6909  0.0079  26.932
Si  8.2318  -0.0618  26.7419
Si  -0.0805  2.7248  26.7718
Si  5.6034  2.5893  26.9506
Si  2.7608  5.4706  26.837
Si  8.2224  5.5303  26.6933
Si  0.1096  8.0596  26.8216
Si  5.4924  8.2507  26.7373
Si  4.1018  1.3673  28.188
Si  9.5708  1.3673  28.188
Si  1.3673  4.1018  28.188
Si  6.8362  4.1018  28.188
Si  4.1018  6.8362  28.188
Si  9.5708  6.8362  28.188
Si  1.3673  9.5708  28.188
Si  6.8362  9.5708  28.188
Si  0  0  29.5553
Si  5.469  0  29.5553
Si  2.7345  2.7345  29.5553
Si  8.2035  2.7345  29.5553
Si  0  5.469  29.5553
Si  5.469  5.469  29.5553
Si  2.7345  8.2035  29.5553
Si  8.2035  8.2035  29.5553
Si  1.3673  1.3673  30.9225
Si  6.8362  1.3673  30.9225
Si  4.1018  4.1018  30.9225
Si  9.5708  4.1018  30.9225
Si  1.3673  6.8362  30.9225
Si  6.8362  6.8362  30.9225
Si  4.1018  9.5708  30.9225
Si  9.5708  9.5708  30.9225
Si  2.7345  0  0.6835
Si  8.2035  0  0.6835
Si  0  2.7345  0.6835
Si  5.469  2.7345  0.6835
Si  2.7345  5.469  0.6835
Si  8.2035  5.469  0.6835
Si  0  8.2035  0.6835
Si  5.469  8.2035  0.6835
Si  4.1018  1.3673  2.0507
Si  9.5708  1.3673  2.0507
Si  1.3673  4.1018  2.0507
Si  6.8362  4.1018  2.0507
Si  4.1018  6.8362  2.0507
Si  9.5708  6.8362  2.0507
Si  1.3673  9.5708  2.0507
Si  6.8362  9.5708  2.0507
Si  0  0  3.418
Si  5.469  0  3.418
Si  2.7345  2.7345  3.418
Si  8.2035  2.7345  3.418
Si  0  5.469  3.418
Si  5.469  5.469  3.418
Si  2.7345  8.2035  3.418
Si  8.2035  8.2035  3.418
Si  1.3919  1.3776  4.6485
Si  6.8374  1.4082  4.7656
Si  4.1299  4.0743  4.7864
Si  9.6086  4.0987  4.8062
Si  1.3024  6.8476  4.8579
Si  6.8313  6.9254  4.7998
Si  4.0874  9.5472  4.7908
Si  9.4352  9.5871  4.8623
Si  2.6406  0.0108  5.9937
Si  8.0589  0.1415  6.2806
Si  0.2179  2.7683  6.05
Si  5.4809  2.6721  6.1936
Si  2.7819  5.4437  6.1536
Si  8.1589  5.4962  6.0808
Si  -0.2304  8.1295  6.2494
Si  5.5168  8.3343  6.2542
Si  4.0057  1.2575  7.4387
Si  9.8878  1.3498  7.3683
Si  1.9636  3.6904  7.5724
Si  6.563  4.4365  7.4503
Si  4.3449  6.663  7.4593
Si  9.3244  6.539  7.8559
Si  0.9245  9.9111  7.2638
Si  6.2749  10.1005  7.8137
N  8.3268  2.0384  22.3829
N  4.0578  8.0443  22.7743
N  3.5523  1.7735  23.2615
O  5.242  5.8899  21.0811
N  -0.8963  5.3416  8.9692
O  7.1783  -1.3159  9.1111
N  -0.0795  0.1141  8.2109
N  3.069  9.3619  10.5554
O  7.4237  4.2145  8.8422
O  8.244  7.3143  8.8497
O  3.8299  7.3259  8.8887
O  9.442  2.6416  8.3217
O  2.9778  2.4414  8.0801
O  3.0842  13.5137  13.1895
O  1.6027  4.3791  9.0387
O  6.7233  4.0801  23.6495
O  0.2809  5.2695  22.2849
O  1.5965  3.7967  24.0739
O  4.3544  5.4648  23.4311
O  7.9446  10.3669  23.4894
O  1.4538  9.467  23.5062
N  -2.5043  10.5327  20.7855
Si  12.4623  16.0147  21.2154
Si  2.5192  8.1227  9.4422
Si  17.1743  15.6491  17.9547
Si  10.416  10.6706  9.842
Si  3.3597  2.5123  21.6696
Si  14.7782  16.2883  16.3646
Si  1.7814  16.6817  18.2378
Si  11.2921  5.1934  12.9277
Si  8.2032  -2.3444  9.8587
Si  1.8921  9.956  11.6882
Si  4.5654  9.3929  21.8573
Si  9  8.8977  20.7415
Si  8.996  3.9335  9.208
Si  -2.8761  7.1086  18.395
Si  16.2277  -1.3673  18.9971
Si  3.315  18.9385  17.2603
Si  -2.8657  8.8792  12.8997
Si  0.3299  9.9682  19.1184
Si  16.6142  4.3494  20.6896
Si  3.6022  12.1326  12.5372
Si  13.5292  3.6257  14.3316
Si  -2.1843  0.3363  22.3503
Si  7.9559  4.2211  15.8019
Si  4.0958  6.4384  22.1501
Si  4.2588  10.637  10.1698
Si  11.5183  12.8457  16.0774
Si  -2.9803  7.1594  15.4766
Si  1.0656  9.7568  16.267
Si  0.1264  8.3103  13.5289
Si  0.6562  5.4935  9.7825
Si  6.2864  11.2392  12.1845
Si  13.9498  -0.0084  20.0573
Si  9.4778  2.7666  13.9578
Si  10.1098  5.9757  16.7838
Si  8.0444  13.6298  20.7914
Si  7.6909  0.3154  19.3712
Si  -0.908  1.7093  18.7578
Si  8.6273  12.8299  11.2724
O  9.4579  4.5202  16.4124
O  -1.6742  0.7903  10.2725
O  9.3497  1.7524  12.7124
O  -1.26  19.9831  13.0888
O  3.7028  1.1277  10.8726
O  5.3838  10.5782  22.6547
O  5.3288  5.5277  16.9203
O  2.575  9.2832  16.6274
O  17.6647  -0.7317  18.5853
O  4.7405  8.4872  17.9114
O  5.571  10.266  11.0839
O  7.0755  3.6344  17.0518
O  7.3801  5.6458  15.2379
O  12.0575  5.198  19.6242
O  13.3727  7.2427  18.4416
O  8.9186  8.2263  22.2578
O  -5.8425  0.8856  13.1506
O  11.6692  10.7696  10.8703
O  2.5354  21.8606  12.8532
O  -3.7733  16.7397  18.7174
O  -0.0345  0.5751  19.5269
O  9.5855  17.5036  18.2096
O  -3.9287  12.6174  19.982
O  14.7812  4.3558  15.0806
O  12.7675  19.9576  8.2953
O  3.181  10.1321  21.457
O  10.9183  6.7004  13.3829
O  9.4373  13.7265  19.8675
O  10.9667  2.3291  17.5727
O  5.3727  8.9084  20.5112
O  1.3826  6.9747  9.8163
O  13.5585  6.2422  21.5021
O  9.5965  7.02  15.6237
O  1.7922  15.7443  13.5648
O  8.0118  3.1429  14.5897
O  11.3552  15.9779  11.3193
O  10.9886  9.527  17.5547
O  12.2166  8.6665  12.4374
O  3.4343  17.8463  16.0349
O  -8.7309  3.6514  21.547
O  -2.1959  11.7731  18.2048
O  8.9125  3.4094  10.7529
O  7.5167  7.7552  16.9625
O  8.0567  8.0564  19.7039
O  4.8181  14.1444  21.455
O  7.2875  4.1241  20.9459
O  4.3173  10.8729  19.0847
O  10.1827  4.1634  13.5207
O  7.3588  10.3413  13.0096
O  13.7732  1.5401  20.4568
O  5.3741  5.4644  7.9701
O  10.2609  1.9096  15.0711
O  0.556  -2.0118  14.9732
N  4.7754  10.9398  8.5072
O  7.7668  8.2294  11.4105
O  7.5113  8.0224  14.1805
O  -0.5719  0.183  22.7712
O  12.1369  0.4167  16.0392
O  1.9336  20.9637  19.2673
O  12.6418  13.8668  15.509
O  11.6917  5.8331  16.9611
O  5.3608  4.0168  19.1141
O  9.73  -1.7524  9.8975
O  7.037  12.5  11.4535
O  10.5282  8.91  20.122
O  13.867  15.6968  17.6092

Results
free energy: -133760.816 eV
free energy less fixed offsets of N -385.13, O -568.88, Si -635.61 eV per atom: 2.364 eV

Forces (eV/angstrom), in the order of the atoms: element, x, y, z
Si  0.2369  0.3289  0.2584
Si  0.36  -0.0722  0.2228
Si  -0.3423  0.5263  -0.2113
Si  0.0793  0.2829  0.3667
Si  0.0427  0.0535  0.2896
Si  0.1719  -0.0257  -0.1
Si  -0.2469  -0.1069  0.4551
Si  0.2078  -0.5022  0.45
Si  -0.0819  -0.2385  -0.3818
Si  -0.2079  0.1571  -0.3379
Si  0.1567  0.055  -0.0821
Si  -0.1515  -0.0663  -0.296
Si  0.2724  0.0658  -0.4479
Si  -0.0998  -0.0278  -0.4092
Si  -0.0022  -0.0995  -0.5326
Si  -0.2629  0.1183  -0.3165
Si  -0.0822  0.0607  0.0866
Si  -0.0734  0.0759  0.0052
Si  0.0554  0.2146  0.17
Si  0.1478  -0.1325  -0.015
Si  -0.075  0.0463  0.2202
Si  0.0747  0.0587  -0.1485
Si  0.2843  -0.0499  -0.0646
Si  -0.1891  0.1522  -0.0161
Si  0.0179  -0.3107  0.8651
Si  -0.4794  -0.0517  -0.2816
Si  -0.3672  -0.0603  -0.3396
Si  0.5944  0.3338  -0.0713
Si  0.1661  0.3996  -0.268
Si  0.0947  -0.4407  -0.1608
Si  -0.1408  -0.6731  0.5239
Si  0.129  0.0172  -0.3253
Si  -0.0911  -0.1464  -0.0571
Si  -0.1965  -0.014  0.0879
Si  0.0979  0.0193  -0.0426
Si  0.1216  0.1286  0.0251
Si  -0.1082  -0.1061  0.0261
Si  0.0476  0.0579  -0.0938
Si  -0.0024  0.1209  0.0638
Si  -0.0033  0.0611  -0.0778
Si  0.0122  0.0053  -0.0272
Si  -0.0191  0.0662  -0.0548
Si  -0.0655  0.0265  0.0085
Si  0.0664  -0.0755  0.0178
Si  0.0829  -0.0216  -0.0459
Si  0.0322  -0.0577  -0.0125
Si  0.0369  -0.1386  0.0105
Si  -0.0017  0.0533  0.0089
Si  0.0374  0.0537  0.0072
Si  -0.0553  0.0371  -0.0004
Si  0.0043  0.0235  0.0386
Si  -0.0036  -0.103  0.0116
Si  -0.0553  0.0193  0.0102
Si  -0.0377  -0.0127  0.0018
Si  0.03  -0.0321  -0.0037
Si  -0.0435  0.0978  0.0269
Si  -0.0034  0.113  -0.0281
Si  -0.045  -0.091  -0.0246
Si  0.155  -0.0016  0.0048
Si  0.1413  0.149  0.0165
Si  -0.0764  -0.134  0.0234
Si  0.0422  0.0245  0.0464
Si  -0.0953  -0.0976  0.0445
Si  0.0213  -0.08  -0.0204
Si  -0.5986  -0.3204  0.0892
Si  -0.0805  0.0136  0.1157
Si  0.5106  0.3718  -0.7566
Si  0.3044  0.1792  -0.0441
Si  0.0245  0.127  0.0973
Si  0.1283  0.1821  0.2486
Si  -0.2214  -0.3023  0.2733
Si  -0.1604  0.3851  -0.2955
Si  0.0227  0.1027  -0.1265
Si  -0.0931  -0.0104  -0.0148
Si  -0.0339  -0.0434  0.0025
Si  -0.0623  0.0098  -0.0657
Si  0.0201  -0.0226  0.0305
Si  -0.0776  0.1047  -0.1287
Si  0.0873  0.0281  -0.0538
Si  -0.0982  -0.0393  0.0738
Si  -0.1078  -0.0634  0.1958
Si  0.0551  0.0922  0.4307
Si  0.1398  -0.0697  0.4138
Si  0.0177  0.171  0.3382
Si  0.0578  0.0757  0.2347
Si  -0.0734  -0.2491  0.2567
Si  -0.1654  -0.2147  0.3906
Si  -0.165  -0.0489  0.3065
Si  -0.349  0.1665  -0.2635
Si  -0.2816  0.1211  -0.0598
Si  -0.1288  -0.1052  0.1673
Si  -0.1308  -0.0351  -0.2081
Si  0.1709  -0.1906  -0.0569
Si  0.3698  0.3863  -0.377
Si  0.1239  -0.2853  0.1805
Si  0.2419  -0.1231  -0.358
N  -0.1751  -0.1645  0.2636
N  -0.367  0.1441  0.4883
N  0.1902  -0.2732  0.1593
O  -0.1091  0.1261  0.0621
N  -0.1976  0.1159  -0.2509
O  -0.1347  0.0027  0.0641
N  0.0448  0.0971  -0.3672
N  0.0388  0.251  -0.1026
O  0.1195  -0.0616  -0.1176
O  -0.0249  -0.0211  -0.0304
O  -0.1152  0.1398  -0.0713
O  0.0658  -0.2013  -0.0376
O  0.0892  -0.0339  -0.2884
O  -0.0195  0.0502  0.0026
O  -0.0385  0.0493  -0.0312
O  0.0713  -0.1246  0.1999
O  0.0128  -0.0477  0.2428
O  0.0949  -0.0304  -0.0575
O  -0.1282  0.061  -0.0938
O  -0.2099  -0.1625  -0.3158
O  0.2211  -0.2466  0.1458
N  0.0024  0.1208  0.3688
Si  -0.0095  -0.0804  0.0692
Si  0.0964  -0.0371  -0.1278
Si  0.0349  -0.0109  0.0413
Si  0.0299  0.0702  -0.014
Si  0.1587  -0.0459  -0.0371
Si  -0.0269  -0.0093  0.0122
Si  0.1291  0.1278  -0.145
Si  -0.0232  -0.0357  0.0594
Si  -0.0233  -0.1273  -0.1602
Si  0.146  -0.0662  0.1628
Si  0.05  0.1573  -0.0654
Si  0.0759  -0.3494  -0.1262
Si  -0.1792  -0.0633  -0.1053
Si  0.0018  -0.1123  -0.0707
Si  -0.1075  0.1411  -0.1228
Si  -0.06  -0.0082  0.0971
Si  0.0738  0.0961  0.1237
Si  0.004  0.0631  -0.0472
Si  -0.0809  -0.0413  -0.2121
Si  0.0025  -0.2193  0.0106
Si  -0.0251  -0.067  -0.0219
Si  0.2768  0.1883  0.1271
Si  -0.0189  -0.0626  0.0077
Si  0.1918  -0.3329  -0.133
Si  0.0974  -0.0846  0.1682
Si  -0.1462  0.0268  -0.0322
Si  -0.0306  0.0943  0.0965
Si  -0.0435  -0.0006  0.034
Si  0.0945  0.1027  -0.0549
Si  0.1068  -0.1357  -0.1303
Si  -0.1154  0.0069  0.0405
Si  0.0919  0.0019  -0.1011
Si  -0.0261  -0.0394  -0.011
Si  -0.0439  0.0066  0.0808
Si  0.043  0.1956  -0.149
Si  -0.1123  0.0935  -0.2392
Si  -0.1362  -0.082  -0.042
Si  -0.0537  -0.0395  0.1377
O  0.0205  -0.028  0.0232
O  -0.0391  -0.0992  0.0769
O  0.0176  -0.0082  -0.0155
O  -0.1137  -0.0126  -0.0106
O  0.0122  -0.1397  -0.1413
O  -0.101  -0.0096  0.0731
O  -0.0245  0.0051  -0.01
O  0.0195  0.0011  -0.0496
O  0.0969  0.0638  0.072
O  0.0475  -0.0108  0.0377
O  -0.0345  -0.0164  -0.0435
O  0.0279  0.0617  -0.0313
O  -0.0224  0.0003  -0.0454
O  -0.0253  -0.043  0.1687
O  -0.0107  -0.0276  0.0357
O  -0.1636  0.2202  0.1632
O  0.0088  0.0526  -0.0384
O  -0.1961  -0.0006  -0.0165
O  0.0017  0.1005  -0.0517
O  -0.0156  0.042  0.0135
O  0.0803  -0.0744  0.0764
O  -0.0047  -0.0119  -0.0056
O  0.1644  -0.1107  0.068
O  -0.0428  0.0323  -0.0038
O  0.0814  0.0138  0.0512
O  -0.0395  0.0328  -0.2183
O  -0.0127  -0.0653  0.0175
O  -0.0473  -0.0353  0.0582
O  0.0079  0.0302  0.0676
O  -0.0227  0.0084  0.1348
O  -0.1004  -0.0256  0.0674
O  -0.0276  0.0601  0.002
O  -0.0321  -0.0164  -0.0279
O  0.0315  0.0091  0.0388
O  0.0595  0.0434  0.0466
O  0.0638  0.0042  -0.0014
O  -0.0158  -0.0027  0.0527
O  -0.0879  -0.0282  0.068
O  0.0725  -0.0449  -0.0479
O  0.0733  -0.1698  -0.0756
O  -0.0142  0.0007  0.0769
O  0.0946  0.0402  0.0119
O  0.0605  -0.0096  -0.0405
O  -0.0116  0.066  0.0202
O  -0.0489  -0.0061  -0.0095
O  0.0387  -0.0311  0.0021
O  -0.0139  -0.0412  0.0832
O  0.0691  0.0633  -0.0299
O  0.0411  -0.018  -0.0335
O  0.0282  0.1563  0.0982
O  0.0761  0.043  -0.3257
O  0.0101  0.0005  -0.0294
O  -0.0259  -0.0178  0.0404
N  0.3629  0.3178  -0.0517
O  0.0372  0.053  -0.1472
O  -0.0259  -0.0499  -0.017
O  -0.1416  -0.0379  -0.0703
O  0.0543  -0.0169  -0.0111
O  -0.063  0.0187  0.0705
O  0.0656  0.0201  -0.0053
O  -0.0184  -0.029  0.0055
O  0.0375  0.0582  0.1075
O  0.0193  0.0058  0.1021
O  0.0828  0.0353  -0.0506
O  -0.0452  0.009  0.1228
O  -0.0109  0.0275  0.0086

The program warned: the cutoff lies below the one the program advises for these potential files; the exchange-correlation potential is rough where the density is thin.
